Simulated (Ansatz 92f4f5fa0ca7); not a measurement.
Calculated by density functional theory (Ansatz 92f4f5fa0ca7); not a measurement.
Periodic cell of 210 atoms, Si128O78P4, from a study of silicon, its oxide and their interface. The atomic structure is a simulated model.
Doubt: the cutoff is far below the 930 eV that the study's wrapper takes by default for these files, so forces and energies are approximate.
This geometry differs little from another in the collection (a relaxation step or a small displacement).

Settings: functional PBE; potential files Ansatz PAW; basis plane waves; wave-function cutoff 580 eV; density cutoff ratio 5; exchange-correlation grid ratio 1; k mesh 1 x 1 x 1, Gamma-centred; self-consistency stop 5e-08 eV per atom in the density residual; occupations fixed; spin none; net charge 0.

Cell vectors (angstrom)
a 10.938 0 0
b 0 10.938 0
c 0 0 31.2086

Atoms and the computed forces on them: element, x, y, z (angstrom), force x, y, z (eV/angstrom)
Si 10.4299 0.5458 23.7441 0.0026 0.005 -0.0007
Si 6.0654 10.3194 23.8553 -0.0015 0.0039 0.0078
Si 2.2903 3.1494 23.7505 -0.0022 -0.0033 0.0018
Si 8.6119 2.378 23.7897 -0.0041 -0.0041 0.0057
Si 0.6548 5.0166 23.829 0.003 0.0022 0.0029
P 4.9553 5.984 23.7943 0.0043 0.0049 -0.0019
P 3.296 7.6289 23.8045 -0.0041 -0.0034 0.0045
Si 7.7571 8.5059 23.8145 -0.0036 -0.0051 -0.0011
Si 1.3078 1.4149 25.048 0.0002 -0.0067 -0.0022
Si 6.9042 1.2855 25.0467 0.0038 0.0026 -0.0059
Si 4.0875 4.1754 25.0028 -0.0005 0.0026 -0.0026
Si 9.6797 4.1016 25.015 0.0014 -0.005 -0.005
Si 1.5629 6.7821 25.119 0.0049 0.0063 -0.0093
Si 6.7091 6.8227 25.1019 -0.0033 -0.0066 -0.0045
Si 4.1659 9.4233 25.0279 -0.0025 -0.0039 -0.0068
Si 9.5501 9.5911 24.9733 0.0048 0.0015 -0.0002
Si 2.7402 -0.034 26.3327 0.0007 0.0089 0.0038
Si 8.243 -0.0319 26.4656 -0.0013 0.0027 0.0121
Si 0.0041 2.7469 26.4815 -0.0035 -0.0018 0.0125
Si 5.4869 2.7287 26.3405 -0.0016 -0.0082 0.0043
Si 2.7834 5.407 26.5173 -0.0037 -0.0052 0.0178
Si 8.2103 5.4472 26.3587 0.0031 0.0038 0.0026
Si 0.0401 8.2013 26.3399 -0.005 -0.0023 0.0029
Si 5.4781 8.2018 26.516 0.0052 0.0071 0.0163
Si 4.1018 1.3673 27.7903 -0.0228 -0.0435 -0.7359
Si 9.5708 1.3673 27.7903 0.0771 -0.0359 0.3811
Si 1.3673 4.1018 27.7903 -0.0764 -0.1698 0.6438
Si 6.8362 4.1018 27.7903 0.0714 -0.1308 -0.469
Si 4.1018 6.8362 27.7903 0.1094 -0.1299 0.6516
Si 9.5708 6.8362 27.7903 0.0404 0.0721 -0.6761
Si 1.3673 9.5708 27.7903 0.0363 0.0097 -0.4797
Si 6.8362 9.5708 27.7903 0.2537 0.1621 0.491
Si 0 0 29.1576 -0.0092 0.1073 0.0217
Si 5.469 0 29.1576 0.0646 0.0092 -0.0063
Si 2.7345 2.7345 29.1576 -0.112 0.0075 0.0328
Si 8.2035 2.7345 29.1576 -0.0248 -0.0777 0.0251
Si 0 5.469 29.1576 0.0543 -0.0161 -0.0018
Si 5.469 5.469 29.1576 -0.0222 0.1146 0.0397
Si 2.7345 8.2035 29.1576 -0.0209 -0.0683 0.011
Si 8.2035 8.2035 29.1576 -0.0181 0.0689 0.0209
Si 1.3673 1.3673 30.5248 0.0352 -0.0896 -0.0088
Si 6.8362 1.3673 30.5248 -0.0329 0.0202 0.0266
Si 4.1018 4.1018 30.5248 0.0764 -0.0539 -0.0237
Si 9.5708 4.1018 30.5248 -0.0095 0.0383 0.0093
Si 1.3673 6.8362 30.5248 -0.0472 0.0441 0.0182
Si 6.8362 6.8362 30.5248 0.0638 -0.0817 -0.0121
Si 4.1018 9.5708 30.5248 -0.0257 0.0166 0.0071
Si 9.5708 9.5708 30.5248 0.0474 -0.0313 -0.0223
Si 2.7345 0 0.6835 -0.0855 0.0587 0.0158
Si 8.2035 0 0.6835 0.05 -0.0315 -0.0087
Si 0 2.7345 0.6835 0.0545 -0.0445 -0.0091
Si 5.469 2.7345 0.6835 -0.0573 0.0865 0.0213
Si 2.7345 5.469 0.6835 0.0245 -0.0263 -0.0164
Si 8.2035 5.469 0.6835 -0.0947 0.0555 0.0175
Si 0 8.2035 0.6835 -0.0332 0.0669 0.0203
Si 5.469 8.2035 0.6835 0.035 -0.0327 -0.0154
Si 4.1018 1.3673 2.0507 0.0414 -0.0956 0.0026
Si 9.5708 1.3673 2.0507 -0.0621 -0.0178 -0.0392
Si 1.3673 4.1018 2.0507 -0.045 0.0401 -0.0381
Si 6.8362 4.1018 2.0507 0.1041 -0.0401 -0.0061
Si 4.1018 6.8362 2.0507 -0.0519 0.0477 -0.0563
Si 9.5708 6.8362 2.0507 0.0981 -0.0331 0.0161
Si 1.3673 9.5708 2.0507 0.0722 -0.0543 0.0028
Si 6.8362 9.5708 2.0507 -0.0591 -0.0133 -0.0207
Si 0 0 3.418 -0.1042 0.1151 0.2798
Si 5.469 0 3.418 -0.178 -0.1004 -0.4352
Si 2.7345 2.7345 3.418 -0.0331 0.165 0.7498
Si 8.2035 2.7345 3.418 -0.1487 -0.0015 -0.5223
Si 0 5.469 3.418 0.1718 0.0137 -0.6173
Si 5.469 5.469 3.418 -0.1351 0.1268 0.5537
Si 2.7345 8.2035 3.418 0.1848 -0.0334 -0.487
Si 8.2035 8.2035 3.418 -0.2424 0.0286 0.6413
Si 1.3115 1.3948 4.8445 0.0058 0.0011 -0.002
Si 6.7848 1.4007 4.7199 -0.0094 -0.0105 -0.0213
Si 4.1032 4.1352 4.8921 -0.0031 -0.0038 0.0002
Si 9.5612 4.1164 4.699 0.0139 0.0116 -0.0218
Si 1.389 6.8142 4.7067 0.0024 0.0027 -0.0085
Si 6.7891 6.852 4.8828 0.0019 0.0052 -0.0033
Si 4.0985 9.5754 4.7434 -0.0017 -0.0013 -0.0103
Si 9.5316 9.6244 4.8277 -0.0013 -0.0034 -0.0017
Si 2.7119 -0.0347 6.1179 -0.0038 -0.004 0.0027
Si 8.151 0.1754 6.1541 0.0049 0.0077 0.0042
Si -0.1483 2.789 6.175 -0.0054 -0.0037 0.0029
Si 5.5363 2.7179 6.2204 0.0005 0.0067 0.0045
Si 2.6834 5.5534 6.2462 0.0037 0.0014 0.0008
Si 8.1756 5.3345 6.1269 -0.0079 -0.0039 0.0077
Si -0.0104 8.1367 6.0286 0.0025 0.0005 0.0031
Si 5.4181 8.3178 6.2717 0.0005 -0.0019 0.0014
Si 4.4798 0.876 7.3938 0.0004 0.0056 0.0005
P 9.0137 1.9296 7.431 -0.0027 -0.0041 0.0023
Si 0.7916 4.6296 7.3865 0.0033 0.0006 0
P 7.3509 3.5775 7.4383 0.0042 -0.0012 -0.0042
Si 3.5452 7.4417 7.492 -0.0027 -0.0001 0.0007
Si 10.0128 6.3241 7.2456 -0.0024 0.003 0
Si 1.6843 9.1229 7.3262 0.0025 0.0017 -0.0032
Si 6.319 10.2637 7.4148 0.0011 -0.004 0.0052
O 3.971 0.8266 8.9867 0.0005 -0.0015 -0.0033
O 6.5925 10.382 9.0686 -0.0017 0.0009 -0.004
O 0.843 9.6508 8.6749 -0.0017 -0.0002 0.0012
O 3.9756 7.0985 9.0624 0.0025 0.0003 0.0027
O 9.7965 6.7114 8.8361 0.001 -0.0027 -0.0039
O 0.9942 4.5095 9.0339 -0.0005 -0.0015 -0.002
O 7.9655 3.1596 22.4147 -0.0004 0.0014 0.0003
O 0.1367 11.067 22.2689 0 -0.0016 0
O 0.4983 5.6869 22.3059 0.0008 0.0004 0.0018
O 2.5795 2.5293 22.216 0.0002 0.0023 0.0027
O 5.8818 -0.1533 22.2866 0.0011 -0.0002 0.0004
O 8.1207 7.8615 22.3102 -0.0019 0.0008 0.006
Si 10.9892 9.2077 13.9724 0.0001 0.0004 0.0005
Si 5.8931 8.1297 16.3932 -0.0004 0.0001 0.0011
Si 9.1578 0.9521 19.14 0.0002 0.0012 0.0009
Si 3.2398 7.1093 17.5516 0.0006 -0.0003 -0.0003
Si 2.2784 4.5713 18.9735 -0.0006 0.0006 -0.0003
Si 0.715 2.4201 14.5535 -0.0004 -0.0005 -0.0001
Si 7.1676 5.7607 11.5972 0.0008 0.0016 0.0027
Si 8.6363 3.1615 20.9231 0 -0.0017 0.0001
Si 5.5115 3.3445 12.015 -0.0009 -0.0015 0.003
Si 1.2492 3.679 10.4017 -0.0013 -0.0013 0.0041
Si 2.4552 0.7497 18.2913 -0.0006 -0.0008 -0.0006
Si 2.9467 9.372 19.721 -0.0024 -0.0005 -0.0018
Si 5.9682 3.5644 16.1354 0.0003 -0.0008 0.0001
Si 3.1223 2.2901 20.7023 -0.0005 -0.0004 -0.0012
Si 7.2841 5.9581 14.6287 -0.0001 -0.0001 0.0014
Si 6.1747 1.2232 14.2986 0.0001 0 0.0011
Si 9.9774 4.7952 15.6328 -0.0004 -0.0005 0.0007
Si 8.3583 3.6442 18.0617 0.0003 -0.0001 0.0001
Si 10.7212 1.5042 11.7158 0.0005 0.0003 0.0033
Si 4.0046 9.9962 14.6545 0.0003 -0.0005 0.0006
Si 3.6061 1.5546 10.3907 -0.0001 0.0006 0.0038
Si 6.8138 9.382 10.3283 -0.0005 -0.001 0.0014
Si 5.1165 -0.183 20.8667 -0.0012 -0.0014 -0.0022
Si 0.5491 9.6094 10.2647 0.0003 0.0004 0.0007
Si 2.4719 10.0792 12.214 0.0002 -0.0016 0.0008
Si 8.9001 7.8812 20.8731 0.0017 0.0009 -0.0036
Si 7.2621 9.5621 18.8599 -0.0009 0.0005 0.0002
Si 8.4386 10.6875 12.8245 -0.0006 -0.0011 0.0013
Si 3.0603 5.3912 12.3928 0.0003 -0.0002 0.0014
Si 10.7579 5.291 20.8814 -0.0008 -0.0009 -0.003
Si 9.1861 7.441 10.1279 -0.0009 0.0014 0.0033
Si 1.4787 6.6256 14.8959 -0.0004 -0.0006 0.0013
Si 4.7234 7.2203 10.5018 -0.0002 -0.0009 -0.0028
Si 2.8971 3.0771 16.5038 0.0003 -0.0002 0.0007
Si 1.16 10.6653 16.0328 0.0001 -0.0001 0.0011
Si 0.0952 10.3018 20.8341 0.0011 0.0028 0.0011
O 7.8501 8.2755 9.7305 0.0008 0.0001 -0.0007
O 10.0197 9.0466 20.9392 -0.0012 -0.0014 -0.0003
O 8.0903 4.048 19.6432 -0.0001 -0.0002 -0.0007
O 4.8173 7.2498 17.217 0.0007 0.0007 0.0001
O 11.0195 9.5349 15.582 -0.0004 -0.0002 -0.0005
O 9.3629 4.5766 17.1472 -0.0004 -0.0002 0.0002
O 3.1922 1.5949 17.1155 -0.0004 -0.0001 -0.0006
O 4.0867 9.4507 20.8973 0.0001 -0.0012 0.0022
O 0.7443 1.9835 12.9798 -0.0003 0.0001 0.001
O 8.4853 1.5858 20.499 -0.0017 -0.0003 -0.0006
O 3.2776 3.7692 20.0073 0.0002 0.0002 0.001
O 0.9441 5.1741 19.6978 0.0003 -0.0001 0.0017
O 3.1388 0.5066 11.5776 0.0004 -0.0002 -0.0009
O 2.3717 7.2325 16.1524 -0.0003 0 -0.0003
O 6.0269 2.2904 13.1113 -0.0002 -0.0001 -0.0003
O 8.4491 10.5993 18.4837 -0.0006 -0.0012 -0.0005
O 6.6603 9.0867 17.4391 0.0005 -0.0007 -0.0005
O 5.0718 8.9774 15.2893 -0.0006 -0.0003 0
O 6.2013 10.4598 19.7 -0.0002 -0.0006 -0.0006
O 3.6566 6.723 11.6386 -0.0006 -0.001 0.0005
O 0.6327 7.6756 13.9342 -0.0002 -0.0004 -0.0002
O 10.316 8.5205 10.6716 -0.0001 -0.0011 0.0003
O 10.3874 3.3994 14.8798 -0.0001 -0.0003 -0.0002
O 4.7443 0.4766 14.4357 -0.0001 -0.0005 0
O 1.9612 9.1431 10.978 -0.0001 0.0009 0.0005
O 9.4869 9.5281 13.378 0.0005 -0.0005 -0.0004
O 2.6692 10.2325 15.5566 -0.0005 -0.0005 0.0004
O 4.4511 1.3291 20.7327 -0.0001 0.0001 0.0004
O 6.0364 6.254 10.5289 -0.0015 -0.001 -0.0013
O 2.0646 1.5658 19.6588 0.0001 -0.0008 0.0004
O 3.516 10.5397 18.7131 0 -0.0004 0.0013
O 4.9153 2.4441 10.7925 0.0002 0 -0.0017
O 0.5304 1.0909 15.4375 0.0003 -0.0002 -0.0004
O 2.3694 2.5504 10.091 -0.0007 -0.0007 -0.0011
O 4.3075 4.328 12.5584 -0.0001 -0.0002 -0.0009
O 6.37 4.6707 15.0144 -0.0001 -0.0001 -0.0003
O 2.7292 8.1182 18.7303 0.0001 0.0001 0.0014
O 8.8607 5.5605 14.7248 0.0001 -0.0001 -0.0004
O 5.3555 8.7269 10.7439 0.0001 -0.0004 -0.0009
O 6.8941 4.1479 11.6237 -0.0002 0.0007 -0.0013
O 6.9257 6.3879 13.0954 0.0001 -0.0011 -0.0009
O 0.2195 0.2115 10.7715 -0.002 0.0002 -0.0029
O 6.8398 3.7747 17.4877 -0.0004 -0.0003 0.0004
O 1.1838 -0.0466 17.6406 0.0001 -0.0004 0.0001
O 10.1544 3.7726 21.0903 0.0012 0.0007 0.0011
O 6.3954 2.0592 15.6744 -0.0004 -0.0002 -0.0003
O 9.2531 1.0821 12.3056 -0.0005 -0.0004 -0.0017
O 7.8243 8.2619 19.6925 -0.0002 -0.0012 0.0012
O 1.8724 3.7212 17.6203 0.0001 -0.0003 -0.0004
O 1.8193 4.7084 11.5509 -0.0001 -0.0001 -0.0014
O 4.3627 3.7687 16.3637 -0.0006 -0.0004 0.0001
O 2.1525 3.0702 15.041 -0.0003 -0.0002 -0.0002
O 1.5487 9.692 20.4657 0.0017 -0.0014 0.0011
O 7.4995 10.1069 11.6172 -0.0001 0.0007 -0.0008
O 10.5892 0.4207 19.682 0.0004 -0.0008 -0.0002
O 3.577 9.3966 13.1909 0.0002 0.0003 0.0003
O 10.7977 2.8705 10.7986 0.0009 0.0003 -0.0035
O 9.6271 6.4391 20.5467 0.0003 0.0004 0.0019
O 6.9834 7.1992 15.6322 -0.0007 -0.0005 0
O 1.1079 10.1979 13.1702 -0.0004 -0.0012 -0.0003
O 7.4306 0.2095 14.0305 -0.0003 -0.0002 -0.0006
O 0.3895 5.6967 15.6737 -0.0002 -0.0002 -0.0003
O 9.1039 2.1676 18.0386 -0.0005 0.0003 -0.0002
O 2.4782 5.8318 13.8637 0.0001 -0.0003 -0.0007
O 8.678 6.2558 11.1585 -0.0007 -0.0011 -0.0018
O 3.2023 5.7132 18.3384 0 -0.0009 -0.0004

Results
free energy: -128753.347 eV
free energy less fixed offsets of O -568.88, P -755.39, Si -635.61 eV per atom: -1.067 eV

The program warned: the cutoff lies below the one the program advises for these potential files; the forces do not sum to zero within the program's tolerance; the exchange-correlation potential is rough where the density is thin.
